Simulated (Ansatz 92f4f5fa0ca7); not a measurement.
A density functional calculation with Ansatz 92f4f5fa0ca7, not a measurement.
Periodic cell of 294 atoms, Si196O98, from a study of silicon, its oxide and their interface. The atomic structure is a simulated model.
Doubt: the cutoff is far below the 930 eV that the study's wrapper takes by default for these files, so forces and energies are approximate.
This geometry differs little from another in the collection (a relaxation step or a small displacement).

Settings
functional: PBE
potential files: Ansatz PAW
basis: plane waves
wave-function cutoff: 580 eV
density cutoff ratio: 5
exchange-correlation grid ratio: 1
k mesh: 1 x 1 x 1, Gamma-centred
self-consistency stop: 5e-08 eV per atom in the density residual
occupations: fixed
spin: none
net charge: 0

Cell vectors (angstrom)
a	11.6015	0	0
b	0	10.938	0
c	0	0	41.1669

Atoms: element, x, y, z (angstrom)
Si	0	0	0.9665
Si	3.8672	0	0.9665
Si	7.7343	0	0.9665
Si	1.9336	1.3673	0.9665
Si	5.8008	1.3673	0.9665
Si	9.6679	1.3673	0.9665
Si	0	5.469	0.9665
Si	3.8672	5.469	0.9665
Si	7.7343	5.469	0.9665
Si	1.9336	6.8362	0.9665
Si	5.8008	6.8362	0.9665
Si	9.6679	6.8362	0.9665
Si	1.9336	2.7345	40.1998
Si	5.8008	2.7345	40.1998
Si	9.6679	2.7345	40.1998
Si	0	4.1018	40.1998
Si	3.8672	4.1018	40.1998
Si	7.7343	4.1018	40.1998
Si	1.9336	8.2035	40.1998
Si	5.8008	8.2035	40.1998
Si	9.6679	8.2035	40.1998
Si	0	9.5708	40.1998
Si	3.8672	9.5708	40.1998
Si	7.7343	9.5708	40.1998
Si	0	0	4.8337
Si	3.8672	0	4.8337
Si	7.7343	0	4.8337
Si	1.9336	1.3673	4.8337
Si	5.8008	1.3673	4.8337
Si	9.6679	1.3673	4.8337
Si	0	5.469	4.8337
Si	3.8672	5.469	4.8337
Si	7.7343	5.469	4.8337
Si	1.9336	6.8362	4.8337
Si	5.8008	6.8362	4.8337
Si	9.6679	6.8362	4.8337
Si	1.9336	2.7345	2.9001
Si	5.8008	2.7345	2.9001
Si	9.6679	2.7345	2.9001
Si	0	4.1018	2.9001
Si	3.8672	4.1018	2.9001
Si	7.7343	4.1018	2.9001
Si	1.9336	8.2035	2.9001
Si	5.8008	8.2035	2.9001
Si	9.6679	8.2035	2.9001
Si	0	9.5708	2.9001
Si	3.8672	9.5708	2.9001
Si	7.7343	9.5708	2.9001
Si	0.0534	0.0946	30.503
Si	1.9239	1.5368	30.5265
Si	7.7529	-0.001	30.3081
Si	3.9839	0.5397	30.1911
Si	6.0096	1.6372	30.4871
Si	9.6726	1.42	30.4525
Si	0.4962	5.5831	30.3637
Si	4.0325	5.3822	30.7766
Si	7.3357	6.1156	29.0118
Si	2.3511	7.05	30.5917
Si	6.2997	6.0475	31.1008
Si	10.0904	6.6428	29.8278
Si	1.8155	2.7826	32.5191
Si	5.7818	2.7511	32.5807
Si	9.5361	2.9578	32.2969
Si	-0.03	4.2423	32.3433
Si	3.792	4.0309	32.6466
Si	7.5085	4.3432	32.459
Si	2.0179	8.2798	32.5409
Si	5.9995	7.9893	32.5134
Si	9.6902	8.2807	32.5187
Si	0.0597	9.6169	32.4232
Si	4.0738	9.3782	32.5409
Si	7.7547	9.6095	32.3513
Si	-0.0394	0.0513	34.3523
Si	3.9296	-0.0281	34.3729
Si	7.7679	0.035	34.3217
Si	1.9382	1.3206	34.3719
Si	5.8308	1.3536	34.447
Si	9.6435	1.4967	34.2655
Si	0.004	5.5121	34.359
Si	3.9052	5.4904	34.4801
Si	7.7803	5.4869	34.4925
Si	1.961	6.8338	34.4122
Si	5.8672	6.821	34.5357
Si	9.6897	6.8918	34.4449
Si	1.9433	2.7162	36.3096
Si	5.8226	2.7438	36.3529
Si	9.6902	2.7217	36.309
Si	0.0133	4.1061	36.2938
Si	3.875	4.0865	36.3624
Si	7.7695	4.0793	36.3663
Si	1.9108	8.2243	36.3282
Si	5.8049	8.2537	36.3781
Si	9.6658	8.2356	36.3662
Si	-0.0239	9.609	36.3085
Si	3.8519	9.5771	36.3337
Si	7.7484	9.6092	36.2987
Si	0	0	38.2662
Si	3.8672	0	38.2662
Si	7.7343	0	38.2662
Si	1.9336	1.3673	38.2662
Si	5.8008	1.3673	38.2662
Si	9.6679	1.3673	38.2662
Si	0	5.469	38.2662
Si	3.8672	5.469	38.2662
Si	7.7343	5.469	38.2662
Si	1.9336	6.8362	38.2662
Si	5.8008	6.8362	38.2662
Si	9.6679	6.8362	38.2662
Si	1.9587	2.7077	6.779
Si	5.8181	2.7007	6.7824
Si	9.6683	2.7193	6.7382
Si	0.02	4.053	6.7178
Si	3.8807	4.0875	6.7868
Si	7.7379	4.0599	6.7192
Si	1.9179	8.1936	6.7999
Si	5.7671	8.2173	6.7761
Si	9.6372	8.2519	6.7298
Si	-0.001	9.5814	6.7863
Si	3.8308	9.5935	6.7878
Si	7.6956	9.5773	6.7756
Si	-0.0038	0.0389	8.723
Si	3.8783	0.028	8.7351
Si	7.7609	-0.1056	8.7913
Si	1.9099	1.4566	8.797
Si	5.8299	1.3235	8.7258
Si	9.6313	1.3115	8.6296
Si	-0.0707	5.4898	8.5569
Si	3.8639	5.4769	8.7146
Si	7.7116	5.4222	8.6183
Si	1.9011	6.804	8.7467
Si	5.8196	6.7864	8.6659
Si	9.6218	6.8111	8.5719
Si	1.7192	3.1154	10.5793
Si	5.6647	2.6823	10.6455
Si	9.5055	2.6994	10.4842
Si	-0.3354	4.2985	10.5363
Si	3.8318	4.214	10.7073
Si	7.5995	4.0747	10.5456
Si	2.0052	8.3058	10.5914
Si	5.9954	7.9954	10.6819
Si	9.879	7.8995	10.6298
Si	0.0044	9.5094	10.5753
Si	4.107	9.4246	10.5201
Si	7.9197	9.3354	10.7271
Si	-0.3291	0.5692	13.0692
Si	3.6249	-0.4677	12.5239
Si	7.6964	-0.2152	12.6288
Si	1.554	1.7917	12.452
Si	5.945	1.3545	12.6369
Si	9.2619	1.5595	12.5449
Si	0.2193	6.0866	13.9892
Si	4.3169	5.4657	12.7295
Si	8.1276	5.2268	12.5707
Si	2.2606	7.9556	12.9034
Si	6.2876	6.7764	12.7792
Si	10.3829	5.9368	12.0685
O	3.3451	6.7577	12.9597
O	8.4714	3.1549	15.3114
O	-0.1742	10.9078	14.6073
O	2.4495	11.4393	11.9496
O	1.0101	7.5277	13.8808
O	8.4266	8.9585	18.6361
O	10.7504	6.1194	15.2178
O	7.6423	9.9805	14.1541
O	2.9485	9.3349	13.5243
O	-0.2687	-0.7436	12.0712
O	3.9833	4.4886	14.0145
O	16.2654	0.5328	13.3199
O	1.0214	4.7757	29.0043
O	-3.7958	10.151	28.8005
O	8.9199	5.6547	29.2161
O	2.6343	7.9591	29.2028
O	11.7221	10.1637	29.0787
O	-25.2809	18.1198	31.273
O	6.519	5.0931	28.018
O	9.7765	2.3644	29.084
O	15.3695	11.1679	28.5973
O	6.3345	2.8272	29.3674
O	3.7054	4.4118	29.4431
O	-1.3281	7.9415	28.8551
Si	6.4903	3.4649	27.8821
Si	3.2096	9.8989	19.5028
Si	11.776	1.662	24.2578
Si	2.3922	8.0788	27.5785
Si	6.3608	3.2263	20.3819
Si	2.8601	1.9552	16.8673
Si	6.6328	6.3785	20.0433
Si	5.3457	10.3167	22.9076
Si	3.9881	5.3697	23.2854
Si	8.0084	3.1446	13.755
Si	5.2133	10.8164	17.2492
Si	11.3448	4.2123	25.7077
Si	6.4997	3.4062	23.478
Si	-1.1162	5.8253	16.7874
Si	8.1151	7.703	17.6772
Si	11.8792	10.5231	18.7819
Si	9.1993	9.7445	19.8199
Si	7.8603	1.2451	18.5984
Si	0.1435	11.6668	16.0122
Si	7.0933	9.0535	27.7851
Si	2.3611	3.9039	28.652
Si	9.5823	14.5773	23.4726
Si	2.5787	3.8666	14.565
Si	10.0885	-0.0502	25.8457
Si	4.369	10.2939	27.3795
Si	7.7638	9.4565	24.6306
Si	9.4653	2.6349	27.5151
Si	6.6991	9.0037	15.0983
Si	9.5558	2.8622	16.4819
Si	4.9396	12.8383	25.7091
Si	3.0883	12.1496	23.6303
Si	4.3856	12.2682	21.0764
Si	4.4012	7.8537	21.4577
Si	11.9841	5.1937	19.0467
Si	10.6564	5.5764	21.6371
Si	8.6472	7.785	22.1367
Si	1.8036	4.546	21.2984
Si	1.1668	2.4337	19.3951
Si	2.4051	5.3733	26.1064
Si	11.1748	9.0223	28.054
O	10.3211	4.6489	24.5232
O	3.2156	5.2524	24.7068
O	5.9414	2.2148	24.4522
O	5.5869	9.9015	15.927
O	7.1164	6.7344	18.5276
O	3.1522	9.3421	26.8614
O	2.6752	4.0722	27.0641
O	0.7818	5.4453	25.9031
O	4.9279	13.4259	20.0723
O	1.48	12.1555	23.3856
O	4.395	9.8899	18.3553
O	7.4659	9.0603	26.1924
O	3.7253	12.9745	22.3828
O	9.0319	10.4697	24.6873
O	8.1	8.1767	23.6402
O	6.6948	2.9313	21.9426
O	12.4044	8.2665	27.3177
O	8.9011	1.7629	17.4679
O	5.2836	2.9724	26.8925
O	10.8141	9.6227	19.6122
O	1.7396	11.9342	16.169
O	10.9527	2.173	15.9693
O	0.1974	3.5862	18.7645
O	3.8659	10.6802	23.5724
O	11.4766	11.2274	25.0804
O	11.9523	1.0429	19.5129
O	13.4011	5.3953	19.8693
O	5.4963	4.7271	23.4927
O	11.3107	10.6975	17.2521
O	5.4958	9.2738	27.9351
O	3.1786	4.5751	22.1197
O	1.3162	4.8945	14.3328
O	2.4616	2.2541	18.4179
O	6.3398	4.7984	20.0943
O	10.2515	9.6656	26.8924
O	6.4583	2.5195	13.7254
O	3.4317	1.9603	25.0545
O	5.0652	11.316	26.3104
O	1.7485	9.8168	18.7808
O	3.9289	6.8988	22.7035
O	5.1872	7.0607	20.2924
O	-0.8435	5.7272	20.0078
O	8.6616	11.2692	19.6841
O	7.9153	3.0286	27.2493
O	6.509	10.301	24.0302
O	3.2689	8.6876	20.6136
O	5.6157	11.34	21.6537
O	0.2989	5.9576	17.6185
O	9.8439	4.354	17.0637
O	8.8624	-1.7645	21.3056
O	4.2863	12.098	16.8067
O	10.4172	2.2	23.4626
O	12.1685	5.1844	22.1869
O	1.5625	2.9736	20.8861
O	7.5279	8.1979	16.2468
O	5.4076	8.8556	22.2286
O	10.061	-3.9825	22.2816
O	7.6504	6.8232	21.2504
O	3.3032	11.3102	20.3287
O	6.5931	0.4543	17.9277
O	8.0351	3.6319	23.985
O	12.1977	2.8891	25.2485
O	9.6648	4.3174	21.9874
O	7.4493	2.5903	19.3888
O	2.8651	3.4085	16.105
O	9.6488	1.2865	26.6391
O	10.4744	3.8252	27.0337
O	14.5134	6.7243	26.8505
O	13.8443	2.5055	13.7513
O	7.4041	7.5675	28.3125
O	15.8522	-11.7696	31.0584
O	13.5664	2.3866	29.0748
O	6.1088	7.856	14.0625
O	9.4878	6.9386	17.3562

Results
free energy: -180329.528 eV
free energy less fixed offsets of O -568.88, Si -635.61 eV per atom: 0.272 eV

Forces (eV/angstrom), in the order of the atoms: element, x, y, z
Si	0.0098	0.0531	-0.0083
Si	-0.0054	0.0396	-0.0011
Si	0.0031	0.0724	-0.0051
Si	0.0037	-0.0429	0.0069
Si	-0.007	-0.0241	0.0088
Si	-0.0027	-0.0347	-0.0125
Si	-0.0051	0.0361	-0.0148
Si	-0.0008	0.032	0.0112
Si	-0.0028	0.0085	-0.0032
Si	0.0035	-0.0617	0.005
Si	0.0049	-0.0244	0.018
Si	-0.0004	-0.0118	-0.0044
Si	-0.0036	0.0579	-0.0275
Si	0.0006	0.0175	-0.0053
Si	0.0037	0.0703	-0.0392
Si	-0.0006	-0.0456	-0.0009
Si	-0.0054	0.0149	0.0564
Si	0.0019	0.0053	0.0252
Si	0.0018	0.0445	0.0219
Si	-0.0085	-0.0196	0.0366
Si	0.0167	-0.0026	0.0208
Si	0.0004	-0.0731	-0.0283
Si	0.0065	-0.0451	-0.0113
Si	0.0093	-0.0973	-0.0349
Si	0.027	0.0335	0.0553
Si	-0.0606	0.004	-0.0151
Si	-0.081	0.1423	0.07
Si	0.067	-0.1085	-0.0176
Si	-0.0104	-0.0911	-0.0276
Si	0.013	-0.1729	-0.2114
Si	0.0224	-0.0155	-0.1427
Si	0.066	-0.065	0.1259
Si	-0.0107	0.0557	-0.0819
Si	-0.0236	-0.0193	0.1907
Si	-0.0735	0.0213	0.0865
Si	-0.004	0.0164	-0.0335
Si	-0.0041	0.0605	0.0216
Si	-0.0179	0.0492	0.0325
Si	0.0031	0.0167	-0.0049
Si	-0.0012	0.0106	-0.0484
Si	-0.0055	-0.0362	-0.0111
Si	-0.0109	0.0075	-0.0322
Si	0.01	0.0622	-0.0098
Si	-0.0104	0.0268	-0.0106
Si	0.0093	-0.0113	-0.0349
Si	-0.0015	-0.0628	0.0336
Si	0.011	-0.0494	0.0267
Si	-0.0048	-0.0872	0.0358
Si	0.0091	0.0003	-0.0098
Si	-0.0012	-0.0164	0.0018
Si	-0.0011	-0.0008	-0.0065
Si	-0.0084	0.0166	0.0438
Si	-0.0053	-0.0068	-0.0015
Si	-0.0099	-0.0014	-0.0104
Si	-0.0131	0.0037	-0.0118
Si	0.0029	-0.008	-0.0103
Si	-0.0048	0.0024	0.0154
Si	0.0064	0.0047	-0.0207
Si	0.0019	-0.0047	0.0042
Si	0.0081	-0.0194	0.0143
Si	-0.0011	-0.0114	-0.003
Si	0.0025	-0.0038	-0.0053
Si	0.0071	-0.0041	0.0056
Si	-0.0071	0.0056	0.0053
Si	0.0103	0.0021	0.0036
Si	0.0001	0.01	-0.0053
Si	0.0053	0.0015	0.0091
Si	-0.0076	-0.0049	0.0021
Si	0.009	-0.0134	-0.0018
Si	-0.007	0.0006	0.0075
Si	-0.0002	0.0167	-0.0006
Si	0.0076	0.0047	0.0034
Si	-0.002	0.0007	0.0004
Si	0.0008	-0.0055	-0.0013
Si	-0.0086	0.001	0.0095
Si	0.0046	-0.0007	0.0068
Si	0.0005	0.0017	0.0073
Si	0.0007	0.0083	-0.0013
Si	-0.0041	-0.0057	0.0029
Si	0.0001	-0.0052	0.0054
Si	0.0007	-0.0037	0.0043
Si	-0.0096	0.0014	0.006
Si	-0.0012	0.0025	0.0038
Si	-0.0011	0.0111	-0.0073
Si	0.0013	-0.0037	-0.0059
Si	0.0019	-0.0015	-0.0032
Si	0.0001	-0.0004	-0.0025
Si	0.0034	0.0029	-0.0062
Si	-0.0001	-0.0024	0.0004
Si	0.0006	0.0003	-0.0034
Si	0.0027	-0.0031	-0.002
Si	0.0017	-0.0043	-0.0005
Si	0.0019	-0.0042	-0.0013
Si	0.0048	0.0031	0.0004
Si	0.0033	0.0045	-0.0018
Si	0.0002	0.0063	0
Si	0.0003	0.1026	-0.0043
Si	-0.0476	0.1031	-0.0035
Si	0.0153	0.1486	-0.1129
Si	-0.019	-0.012	-0.0327
Si	0.0342	-0.0537	0.0945
Si	0.0769	-0.0659	-0.1033
Si	0.0356	-0.0429	-0.1995
Si	-0.0074	0.0281	0.0973
Si	0.0446	0.0484	0.096
Si	-0.0706	0.0475	-0.0638
Si	0.0488	0.0352	0.1112
Si	-0.0191	-0.0039	0.0949
Si	-0.0015	-0.0064	0.0035
Si	-0.0034	-0.0009	-0.0004
Si	-0.0009	-0.0022	0.0019
Si	0.0004	0.0005	-0.0013
Si	-0.0009	0.0003	-0.0003
Si	-0.0025	0.0009	0.0012
Si	0.0005	-0.0071	0.0036
Si	0	-0.0045	0.0026
Si	-0.0011	-0.0011	-0.0013
Si	0.0004	0.0062	0.0048
Si	-0.0008	0.0019	0.0035
Si	0.0003	0.0045	-0.0003
Si	-0.0005	-0.002	-0.0021
Si	-0.0078	0.0024	-0.0097
Si	0.0009	-0.0027	-0.0008
Si	-0.0047	0.0022	0.0012
Si	0.0054	-0.0022	-0.0001
Si	0.0027	0.0013	0.0011
Si	0.0048	-0.0042	0.0054
Si	-0.0003	-0.0045	0.0003
Si	0.0028	-0.0017	-0.0051
Si	-0.0022	0.0026	-0.0075
Si	-0.0077	0.0056	-0.0044
Si	-0.0034	-0.0011	0.001
Si	0.0038	-0.0009	-0.0022
Si	-0.0064	-0.0017	0.0043
Si	0.0088	0.0035	0.0023
Si	-0.0075	-0.0004	-0.0092
Si	-0.0001	0.0016	0.0002
Si	0.0081	-0.0037	0.012
Si	0	0.0037	-0.002
Si	0.0032	-0.0118	0.0075
Si	0.0004	-0.002	0
Si	-0.0049	0.0032	0.0102
Si	-0.003	-0.004	0.0008
Si	-0.0001	0.0024	0.0029
Si	0.0149	-0.004	0.0257
Si	-0.0113	0.0013	0.0094
Si	-0.0002	-0.0091	0.0118
Si	-0.0078	0.0023	-0.0112
Si	0.0123	0.013	0.0169
Si	-0.0127	-0.0017	-0.0033
Si	-0.0037	-0.0043	-0.0094
Si	-0.0018	0.0023	-0.0071
Si	-0.0114	0.0071	-0.0011
Si	0.0075	0.0011	-0.0008
Si	0.0128	0.0053	0.0023
Si	-0.0024	-0.0014	-0.0031
O	-0.0076	0.0009	-0.0004
O	0.0109	-0.0026	0.0183
O	-0.0072	0.0052	-0.0381
O	0.0084	-0.0093	-0.0094
O	0.0013	0.0028	0.0011
O	-0.0161	0.0487	0.0241
O	0.0088	0.006	-0.0209
O	-0.0027	0.0042	-0.0085
O	0.0018	-0.0009	-0.0026
O	-0.0022	-0.0204	-0.0036
O	0.0035	-0.0063	0.0056
O	0.0034	0.0032	-0.0046
O	0.006	-0.0011	0.0067
O	0.0032	0.0128	0.0071
O	0.0071	0.0026	-0.0073
O	0.0062	-0.0056	0.0226
O	0.0046	0.0194	0.0145
O	-0.0098	0.0055	0.0068
O	0.0004	0.0001	-0.0058
O	0.0043	-0.0076	0.0087
O	0.0002	-0.005	-0.0414
O	-0.001	-0.0068	0.0109
O	0.0065	0.0115	0.0145
O	-0.0068	-0.0073	-0.0154
Si	0.0032	0.0064	-0.0002
Si	0.0033	0.0048	-0.007
Si	-0.0026	-0.0026	0.0053
Si	0.0043	-0.0107	-0.0095
Si	-0.0055	0.0081	-0.0027
Si	-0.0005	-0.0016	-0.0056
Si	-0.0249	-0.0046	0.0208
Si	0.0012	0.002	-0.0033
Si	-0.0152	0.0059	-0.0014
Si	-0.0079	-0.0079	-0.0046
Si	0.0005	0.0035	-0.0049
Si	0.0067	0.0003	0.0007
Si	0.0024	0.0006	-0.004
Si	0.0373	-0.0365	-0.01
Si	-0.0637	0.0019	-0.0405
Si	0.005	0.0041	-0.0055
Si	0.0005	0.0199	0.0108
Si	0	-0.0105	-0.0029
Si	0.001	0.0034	-0.0037
Si	-0.0043	0.0036	-0.0027
Si	-0.0046	-0.0095	-0.0119
Si	0.0034	-0.0016	-0.0001
Si	-0.0003	-0.0036	-0.0089
Si	0.0121	-0.0027	0.0014
Si	0.0036	-0.0022	0.0102
Si	0.0073	0.0062	-0.0054
Si	0.0055	-0.0018	0.0029
Si	0.0056	-0.0021	-0.0055
Si	-0.0062	-0.0005	-0.023
Si	-0.003	-0.0012	0.0007
Si	-0.0026	-0.0003	0.0002
Si	0.0039	0.0012	-0.0053
Si	0.0152	-0.0008	0.0032
Si	-0.0046	-0.0067	-0.0075
Si	0.0004	-0.003	-0.0014
Si	0.0009	0.0071	-0.0013
Si	0.0003	-0.0008	-0.0044
Si	-0.0027	0.0061	-0.0049
Si	-0.0121	0.0008	0.006
Si	-0.0095	0.0103	-0.0053
O	-0.0009	-0.0013	0
O	0.0078	0.0008	-0.0176
O	-0.0028	-0.0025	0.0025
O	-0.0012	-0.0021	0.0014
O	-0.0128	-0.0387	-0.0176
O	0.0098	0.0053	0.0025
O	0.0003	-0.0072	0.0043
O	0.0013	-0.0028	-0.0026
O	0.0025	0.0016	0.0053
O	0.0027	0.0005	-0.0007
O	0.0012	-0.0012	0.0051
O	-0.0014	-0.001	0.0098
O	0.0019	0.001	-0.0001
O	-0.0041	-0.0034	-0.0054
O	-0.0013	-0.0039	-0.0008
O	0.0006	0.0063	-0.0101
O	0.0011	-0.0032	-0.0147
O	0.0058	0.0009	0.0014
O	-0.0033	0.0023	-0.006
O	0.0211	-0.0014	-0.0017
O	-0.0043	-0.0036	0.0035
O	-0.0048	-0.0013	0.0091
O	0.0033	0.0069	0.0072
O	0.0006	-0.0006	-0.0006
O	0.0009	0.0008	-0.0027
O	-0.0002	-0.0005	0.0047
O	-0.0023	0.0024	0.0054
O	-0.0019	0.0084	0.0011
O	-0.0015	-0.0033	0.0056
O	-0.0098	0.0054	-0.0048
O	0.003	0.0144	0.0144
O	-0.0119	0.0058	0.0076
O	0.0063	-0.0013	-0.0027
O	-0.0028	-0.01	0.0069
O	0.0019	-0.004	0.0055
O	0	-0.0125	-0.0159
O	0.0044	0.0001	-0.0005
O	-0.0019	-0.0025	-0.0015
O	0.0021	-0.0017	0.0072
O	0.0033	-0.0117	-0.0106
O	0.0069	0.0161	0.0127
O	0.0005	0.0004	0.0035
O	-0.0021	0.0013	0.0052
O	-0.0036	0.0016	-0.0085
O	-0.0025	-0.0017	-0.001
O	0.0018	-0.0049	0.0044
O	-0.0024	-0.0001	0.0029
O	-0.0077	0.0044	-0.0024
O	-0.0093	-0.0308	0.0107
O	-0.0035	-0.0073	0.0169
O	-0.0005	0.0004	0.0027
O	-0.003	0.0017	-0.0021
O	0.0009	0.0022	0.0013
O	0.0028	0.0048	0.0026
O	-0.0064	0.0035	0
O	-0.0126	-0.0131	-0.0048
O	-0.0001	-0.0034	0.0025
O	-0.002	-0.0028	0.008
O	0.0035	-0.0004	0.002
O	-0.0045	-0.0066	0.0027
O	-0.0022	-0.0007	0.0001
O	-0.0012	-0.0002	-0.0023
O	0.0016	-0.001	0.0023
O	-0.0033	0.0041	0.0068
O	-0.0007	0.0043	0.0059
O	-0.0044	0.0047	0.0009
O	-0.0015	0.0012	0.0019
O	0.004	0.0127	0.0014
O	0.0032	0.0016	0.0146
O	0.0007	-0.0095	-0.0065
O	0.0004	-0.0232	-0.0062
O	0.0013	0.0125	-0.006
O	-0.0038	-0.0053	-0.0049
O	0.0511	0.0077	0.0003

The program warned: the cutoff lies below the one the program advises for these potential files; the exchange-correlation potential is rough where the density is thin.
